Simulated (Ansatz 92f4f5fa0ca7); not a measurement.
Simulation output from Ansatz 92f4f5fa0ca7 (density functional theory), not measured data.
Periodic cell of 250 atoms, Si166O84, from a study of silicon, its oxide and their interface. The atomic structure is a simulated model.
Doubt: the cutoff is far below the 930 eV that the study's wrapper takes by default for these files, so forces and energies are approximate.
This geometry differs little from another in the collection (a relaxation step or a small displacement).

Settings: functional PBE; potential files Ansatz PAW; basis plane waves; wave-function cutoff 580 eV; density cutoff ratio 5; exchange-correlation grid ratio 1; k mesh 1 x 1 x 1, Gamma-centred; self-consistency stop 5e-08 eV per atom in the density residual; occupations fixed; spin none; net charge 0.

Cell vectors (angstrom)
a	10.938	0	0
b	0	10.938	0
c	0	0	37.2348

Atoms: element, x, y, z (angstrom)
Si	0	0	0.683
Si	5.469	0	0.683
Si	2.7345	2.7345	0.683
Si	8.2035	2.7345	0.683
Si	0	5.469	0.683
Si	5.469	5.469	0.683
Si	2.7345	8.2035	0.683
Si	8.2035	8.2035	0.683
Si	1.3673	1.3673	2.0503
Si	6.8362	1.3673	2.0503
Si	4.1018	4.1018	2.0503
Si	9.5708	4.1018	2.0503
Si	1.3673	6.8362	2.0503
Si	6.8362	6.8362	2.0503
Si	4.1018	9.5708	2.0503
Si	9.5708	9.5708	2.0503
Si	2.7345	0	35.1833
Si	8.2035	0	35.1833
Si	0	2.7345	35.1833
Si	5.469	2.7345	35.1833
Si	2.7345	5.469	35.1833
Si	8.2035	5.469	35.1833
Si	0	8.2035	35.1833
Si	5.469	8.2035	35.1833
Si	4.1018	1.3673	36.5506
Si	9.5708	1.3673	36.5506
Si	1.3673	4.1018	36.5506
Si	6.8362	4.1018	36.5506
Si	4.1018	6.8362	36.5506
Si	9.5708	6.8362	36.5506
Si	1.3673	9.5708	36.5506
Si	6.8362	9.5708	36.5506
Si	-0.5936	0.6072	27.3294
Si	5.695	-0.4938	26.9933
Si	2.0326	3.4841	27.1491
Si	8.5571	2.2353	27.2117
Si	0.262	5.1828	27.1654
Si	4.8835	6.2166	27.1254
Si	3.138	8.0562	27.0108
Si	7.4001	8.7345	27.0618
Si	1.2482	1.582	28.3953
Si	6.6445	1.3499	28.2152
Si	3.9256	4.3453	28.2702
Si	9.4644	4.1358	28.3671
Si	1.3422	6.9881	28.2353
Si	6.6103	7.0415	28.5062
Si	4.0692	9.6135	28.4935
Si	9.3364	9.6182	28.2103
Si	2.6411	0.129	29.6609
Si	8.0341	0.0369	29.7006
Si	-0.1081	2.8538	29.8416
Si	5.3337	2.8483	29.542
Si	2.6448	5.6517	29.7614
Si	8.0777	5.5613	29.644
Si	-0.1206	8.2971	29.5608
Si	5.3595	8.3277	29.9766
Si	4.0427	1.4696	31.0196
Si	9.4587	1.398	31.0792
Si	1.3086	4.222	31.1232
Si	6.7378	4.1462	30.9963
Si	4.0017	6.9015	31.2112
Si	9.513	6.8978	31.004
Si	1.2607	9.6472	30.9938
Si	6.7909	9.6691	31.2104
Si	-0.0711	0.0395	32.4284
Si	5.3956	0.1104	32.4727
Si	2.6876	2.799	32.4359
Si	8.1155	2.789	32.4189
Si	-0.0743	5.5543	32.4548
Si	5.4185	5.4844	32.4592
Si	2.6205	8.2971	32.463
Si	8.1855	8.2362	32.4579
Si	1.353	1.3747	33.7945
Si	6.8238	1.3981	33.8275
Si	4.0912	4.0958	33.8258
Si	9.5454	4.1085	33.7973
Si	1.3391	6.8593	33.8266
Si	6.8335	6.8324	33.8091
Si	4.077	9.5976	33.8106
Si	9.5713	9.5721	33.8218
Si	2.743	-0.0164	3.4177
Si	8.2163	-0.0073	3.4212
Si	0.0232	2.7335	3.4296
Si	5.474	2.7151	3.4083
Si	2.7547	5.4638	3.4218
Si	8.2147	5.4528	3.4169
Si	0.0069	8.1848	3.4104
Si	5.4828	8.1899	3.4286
Si	4.18	1.2847	4.7773
Si	9.655	1.2927	4.7834
Si	1.4257	4.0786	4.802
Si	6.8579	4.0596	4.7669
Si	4.1945	6.7433	4.7997
Si	9.6495	6.7572	4.7788
Si	1.4268	9.4922	4.7714
Si	6.8735	9.5409	4.7916
Si	0.0994	-0.0974	6.1718
Si	5.5088	-0.0862	6.2246
Si	2.8585	2.6956	6.0922
Si	8.2419	2.667	6.0594
Si	0.0952	5.4343	6.2257
Si	5.554	5.381	6.2394
Si	2.8123	8.0984	6.1108
Si	8.2682	8.1296	6.0764
Si	1.5803	1.2824	7.4402
Si	6.9552	1.3171	7.4994
Si	4.2005	3.9327	7.6046
Si	9.5826	4.001	7.4478
Si	1.5679	6.7695	7.6125
Si	6.9867	6.8009	7.5348
Si	4.1448	9.3708	7.5639
Si	9.6673	9.3778	7.4822
Si	2.865	-0.1129	8.9213
Si	8.2828	-0.1694	8.7683
Si	0.0682	2.574	8.6673
Si	5.6287	2.5858	9.005
Si	2.8877	5.2988	9.0417
Si	8.3636	5.4305	8.9037
Si	0.1623	8.1367	8.9648
Si	5.551	8.0131	8.984
Si	4.7908	0.6204	10.1593
Si	10.1062	0.7932	9.9013
Si	0.9194	4.2887	10.0023
Si	6.6392	4.4423	10.1739
Si	4.7662	6.14	10.3377
Si	10.3551	6.1885	10.1188
Si	0.9576	10.0643	10.1757
Si	6.6474	9.7568	10.1634
O	13.7441	19.3453	16.5176
O	11.4886	-3.6204	21.5383
O	-9.9712	17.8649	15.4461
O	10.7963	15.9039	14.0892
O	19.9567	16.5738	18.8755
O	4.4468	17.4494	11.9411
O	22.6438	38.0722	23.3168
O	0.9718	-0.7159	17.3904
O	2.459	3.2927	25.5653
O	2.8607	8.9878	25.6054
O	16.6857	15.1149	16.4647
O	5.7074	5.9326	25.6829
O	7.3298	8.1194	25.4935
O	-6.1771	13.9861	21.3665
O	-7.716	18.5933	14.0591
O	4.7212	29.446	21.2156
Si	1.1123	30.0347	20.2355
Si	25.4605	17.1915	13.3082
Si	-26.9348	26.952	15.0911
Si	-8.1602	46.7687	18.066
Si	18.0503	12.0209	19.1762
Si	-15.4644	39.8512	24.6838
Si	-38.6572	25.5976	22.7917
Si	-11.9379	1.8402	24.8271
Si	-1.5925	23.0126	12.9395
Si	14.5528	1.9128	15.5468
Si	-9.4124	28.0721	22.2543
Si	7.7773	29.3916	15.4168
Si	25.8855	9.1465	17.3391
Si	-8.8975	-2.8398	15.1055
Si	13.7527	35.0945	24.3595
Si	13.5252	21.3847	21.7691
Si	-23.2363	4.4683	17.8414
Si	15.4022	23.6646	20.3994
Si	18.5302	-16.3238	19.696
Si	7.7755	15.8839	22.8457
Si	22.4713	27.0707	12.6453
Si	10.6246	27.8073	15.4125
Si	0.2982	9.9207	13.1849
Si	4.3469	39.7125	22.6656
Si	-6.0409	55.9845	13.0872
Si	34.9636	11.2964	17.329
Si	18.3004	14.2308	12.9816
Si	8.2554	31.2466	12.9001
Si	6.8401	25.5013	17.552
Si	-0.2972	31.9919	18.3755
Si	5.0655	29.0516	19.6597
Si	33.3032	1.544	22.3903
Si	-0.3699	37.5331	24.3395
Si	-5.2034	-0.0641	15.5267
Si	13.4932	27.5134	19.5363
Si	-0.9563	1.9714	19.7436
Si	-40.1896	-0.7027	24.767
Si	7.8826	9.9164	17.1615
O	16.3227	32.7749	13.9237
O	-4.4342	28.3946	15.4593
O	8.754	13.5039	13.4682
O	4.6875	16.2376	22.7148
O	2.1482	-5.3263	12.9116
O	15.1326	11.7956	11.701
O	18.2648	21.4346	18.5906
O	-0.8951	1.4063	23.2678
O	8.3787	56.4023	20.0188
O	-19.7143	16.1768	21.0769
O	-26.0223	34.8542	17.8928
O	1.7894	7.055	19.2124
O	-8.104	33.5758	24.9763
O	-5.8599	10.4551	25.4117
O	-0.3047	44.3674	25.6689
O	-5.8144	-1.4053	16.2151
O	-0.3292	28.1665	11.7994
O	10.1717	57.9029	18.7011
O	9.2113	4.5569	23.4731
O	-8.8247	15.3457	18.5665
O	3.4195	-11.8887	23.1268
O	10.7219	0.5084	13.5972
O	-2.6207	36.7746	16.9299
O	26.9122	23.1774	16.0904
O	14.3295	22.5968	21.014
O	9.8738	9.0451	12.82
O	21.6114	26.9282	16.7942
O	9.6151	12.3145	11.3616
O	-7.7316	36.002	16.4836
O	7.3932	52.8515	11.5313
O	40.1839	6.3236	23.5959
O	-10.1838	47.6452	11.6454
O	18.2571	-0.0843	15.931
O	5.8452	44.7187	20.1734
O	7.6224	52.2268	14.1008
O	39.5179	-7.2044	23.111
O	12.1216	31.1889	14.4091
O	24.6241	7.007	22.9827
O	2.2824	20.1475	20.7321
O	29.4819	8.3521	16.8108
O	-4.2631	28.7744	19.5689
O	12.6899	1.7377	18.117
O	4.1626	27.7229	19.3232
O	-21.9023	24.195	21.0436
O	-3.9891	4.3346	14.1324
O	-37.5617	-8.7409	12.7365
O	12.1561	9.9108	11.8249
O	14.747	2.1877	13.9537
O	-14.3867	25.9782	11.576
O	-17.4346	16.2272	14.3359
O	8.1576	21.9139	13.1818
O	9.2118	28.6217	15.349
O	-9.2171	24.2375	23.1242
O	-19.4035	55.4436	15.7696
O	-6.2616	19.2454	18.5564
O	-0.4462	-10.4054	19.2218
O	1.08	0.049	22.1281
O	10.8114	3.2271	24.9689
O	15.2247	24.6884	23.8763
O	14.9465	-8.4078	19.014
O	-4.2315	4.3617	19.0072
O	8.474	13.1169	25.5047
O	-5.757	40.5242	23.8211
O	9.4884	31.8442	17.2629
O	3.4475	10.544	17.9938
O	-3.0207	5.2192	21.2488
O	10.8287	41.6983	19.435
O	-0.3282	5.6852	25.6584

Results
free energy: -153296.980 eV
free energy less fixed offsets of O -568.88, Si -635.61 eV per atom: 0.200 eV

Forces (eV/angstrom), in the order of the atoms: element, x, y, z
Si	0.0294	-0.0191	0.0144
Si	0.0286	-0.0611	0.0121
Si	0.0505	-0.0413	-0.0218
Si	0.043	-0.0522	-0.0218
Si	0.0393	-0.0468	0.0053
Si	0.0713	-0.0486	0.0187
Si	0.0313	-0.0065	-0.0117
Si	0.0254	-0.0666	-0.0194
Si	0.0973	-0.0069	0.0375
Si	0.1845	-0.0276	-0.0544
Si	-0.032	-0.1338	-0.0333
Si	0.0713	-0.1685	0.0148
Si	0.1573	-0.0775	-0.0328
Si	0.132	0.0152	0.0321
Si	0.0773	-0.1683	0.0339
Si	0.0046	-0.0977	-0.0103
Si	-0.1647	0.1617	0.0295
Si	-0.055	0.0656	-0.0709
Si	-0.1025	0.059	-0.1816
Si	-0.0765	0.1021	0.2244
Si	-0.0886	0.0969	-0.0624
Si	-0.0624	-0.0067	0.0234
Si	-0.1021	0.1163	0.2448
Si	-0.0839	0.0676	-0.1958
Si	-0.0467	0.0585	0.0016
Si	-0.0328	0.0332	-0.002
Si	-0.0518	0.0324	-0.0112
Si	-0.0456	0.0522	0.0114
Si	-0.049	0.0395	-0.0015
Si	-0.0288	0.0589	-0.0025
Si	-0.0417	0.0324	0.0068
Si	-0.0242	0.0442	-0.0122
Si	-0.0025	-0.0229	-0.006
Si	-0.0178	0.0185	-0.0032
Si	-0.0185	-0.0483	-0.0155
Si	-0.0059	0.0183	0.0017
Si	0.014	0.0452	0.0033
Si	0.0049	-0.0091	0.0017
Si	-0.0105	0.0117	0.0002
Si	0.0087	-0.0096	0.0077
Si	0.0155	0.0193	-0.0059
Si	0.0037	-0.005	0.0062
Si	0.0213	0.0143	0.0131
Si	-0.008	-0.0245	-0.0008
Si	-0.0128	-0.0157	-0.0015
Si	0.0038	-0.0024	0.0078
Si	0.0028	-0.001	0.0031
Si	0.005	0.009	0.0081
Si	-0.0036	-0.0021	-0.0003
Si	0.0004	0.0022	-0.0021
Si	-0.0011	0.0079	-0.0158
Si	-0.0014	-0.0002	-0.0056
Si	-0.01	0.0041	-0.0062
Si	0.0006	0.0076	-0.0006
Si	0.0031	-0.0017	-0.0058
Si	0.0011	0.0024	-0.0068
Si	-0.0026	-0.0019	-0.0004
Si	-0.0042	0.0003	0.0117
Si	-0.0002	0.0003	0.0125
Si	0.0012	0.0015	-0.0001
Si	0.0051	-0.0001	0.0054
Si	-0.0012	-0.002	-0.0015
Si	0.0019	0.0019	-0.0022
Si	-0.0035	-0.0007	0.0061
Si	0.0018	0.0002	-0.001
Si	0.004	-0.0002	-0.0016
Si	-0.0002	0.0023	-0.0048
Si	0.0015	-0.0054	-0.0023
Si	0.0017	-0.0006	-0.003
Si	-0.0015	0.0014	-0.0015
Si	-0.002	-0.0014	-0.0007
Si	0.0004	0.001	-0.002
Si	-0.0006	0.002	-0.0006
Si	-0.0013	0	0.0009
Si	0.0005	-0.0007	-0.0001
Si	0.0025	-0.0009	-0.0003
Si	0.0008	0.0001	0.0006
Si	0.0025	0.0003	-0.0013
Si	-0.0001	0.0003	0.0001
Si	-0.0017	-0.0014	0.0003
Si	0.0001	0.0007	0.001
Si	-0.0013	0.0001	0.0007
Si	-0.0011	-0.0001	0.0005
Si	0.0008	0.0008	0.0005
Si	-0.0001	0.0001	-0.0002
Si	0.002	-0.0016	-0.0003
Si	0.0007	0.0012	0.0004
Si	-0.0001	-0.0005	0.001
Si	-0.0008	0.0008	0.0027
Si	-0.0017	0.0009	0.002
Si	-0.0012	-0.0004	0.0013
Si	-0.0003	0.0013	0.0022
Si	-0.0025	0.0003	0.0017
Si	0.0002	-0.0005	0.0013
Si	-0.0016	0.0016	0.0006
Si	0.001	-0.0013	0.0003
Si	-0.0026	-0.0005	0.0015
Si	-0.0023	-0.0003	0.0007
Si	-0.0008	-0.0028	-0.0058
Si	0.0019	0.0003	-0.0043
Si	0.0001	0.0001	0.0011
Si	-0.0009	-0.0007	0.0021
Si	0.0016	-0.0033	-0.004
Si	0.0015	-0.0028	-0.0049
Si	0.0011	-0.0009	0.0009
Si	0.0024	-0.0005	-0.0057
Si	-0.0012	-0.0016	-0.0017
Si	-0.0006	-0.0046	0.0028
Si	0.0038	-0.001	-0.0042
Si	0.0018	-0.0027	0.0016
Si	-0.0003	-0.0006	0.0022
Si	-0.001	-0.0058	-0.0049
Si	0.0052	0.0016	-0.0005
Si	0.0062	0.0036	-0.009
Si	0.0048	0.0029	0.0004
Si	0.0013	-0.0021	-0.0016
Si	0.01	0.0055	-0.0047
Si	-0.0056	0.0015	-0.0045
Si	-0.0024	0.0007	-0.0074
Si	0.0028	0.0018	-0.0024
Si	-0.0081	0.0044	-0.0063
Si	-0.0022	0.0054	-0.0277
Si	0.0113	-0.024	0.0047
Si	0.0027	-0.005	-0.0135
Si	-0.0091	0.008	0.0046
Si	-0.0138	0.0213	0.0169
Si	0.0151	-0.0157	0.0114
Si	0.0104	-0.0064	0.0075
O	-0.002	-0.0017	0.0023
O	0.0016	-0.0027	0.0011
O	0.0034	0.0027	0.0019
O	0.0024	-0.0003	-0.0042
O	-0.0015	0.0018	0.0037
O	0.0061	0.0039	-0.01
O	0	-0.0031	-0.0002
O	0.003	-0.0013	0.0026
O	-0.0006	0.0077	0.0181
O	0.0011	-0.0071	0.0049
O	-0.0014	0.002	-0.0038
O	0.0018	-0.0026	-0.001
O	0.0085	0.0024	-0.0065
O	0.0001	0.0046	0.0055
O	0.0031	-0.0008	-0.0027
O	-0.0004	-0.0012	0.0031
Si	0.0013	0.0005	0.0003
Si	-0.0068	-0.0047	0.0116
Si	-0.0028	-0.0025	0.0066
Si	0.002	-0.0007	-0.0022
Si	0.0013	0.0018	-0.0038
Si	-0.0058	-0.0082	-0.0088
Si	-0.0071	-0.0046	0.0004
Si	-0.0043	-0.0049	-0.0072
Si	0.0026	0.0098	0.0248
Si	-0.0024	0.0011	0.004
Si	-0.0008	0.0008	-0.0036
Si	0.0009	0.0016	0.0011
Si	0.0003	0.0015	-0.0028
Si	-0.0033	0.0009	0.0016
Si	0.0016	0.0013	-0.0061
Si	0.0017	0.0013	-0.001
Si	-0.0005	-0.0011	-0.0042
Si	0.0049	-0.0014	-0.0039
Si	-0.0011	-0.0011	-0.0111
Si	0.0036	-0.0035	0
Si	-0.0026	0.0028	0.0184
Si	-0.0006	-0.0026	0.0012
Si	-0.0009	-0.0028	0.0186
Si	0.0001	0.0015	-0.0055
Si	-0.0073	0.002	0.0243
Si	0.001	0.0021	-0.0035
Si	0.0068	-0.0102	0.0223
Si	0.0025	-0.0055	0.0108
Si	0.0051	-0.0043	-0.0041
Si	0.0008	-0.0005	-0.0031
Si	-0.0002	-0.0006	-0.0044
Si	0.0041	-0.0015	-0.0023
Si	-0.0013	0.0025	-0.0143
Si	0.0001	-0.0011	0.0001
Si	-0.0002	-0.0008	-0.0054
Si	-0.0065	0.0016	-0.0011
Si	-0.0021	0.0059	-0.0062
Si	-0.0002	0.0007	-0.0007
O	0.0013	-0.0016	-0.0066
O	0.0003	0.0009	0.0018
O	-0.0069	0.0005	-0.0027
O	-0.0026	0.002	0.002
O	0.0003	-0.001	-0.0027
O	-0.0085	0.0017	-0.0026
O	0.0026	-0.0019	-0.0008
O	-0.0015	-0.0003	0.0017
O	0.0014	0.0014	-0.001
O	-0.0023	0.0007	0.005
O	0.001	-0.0018	0.002
O	-0.0005	-0.0001	0.0001
O	0.0004	-0.0037	0.0063
O	0.0063	-0.0041	0.0051
O	-0.0037	0.0075	0
O	0.0004	-0.0008	0.0012
O	0.0029	-0.003	-0.0099
O	0.0016	-0.0029	0.0035
O	-0.0006	0.0012	-0.0031
O	-0.0007	0.0018	0.0032
O	0.004	-0.006	0.0019
O	0.0079	0.003	0.0058
O	-0.001	-0.0002	0.0012
O	0.0007	-0.0011	0.0027
O	-0.0023	-0.002	0.0009
O	-0.0025	-0.0021	-0.0048
O	0.0029	0.0035	-0.0019
O	-0.0178	0.0149	-0.0021
O	-0.0002	-0.0003	0.0011
O	-0.005	0.0025	-0.0087
O	0.0044	-0.0025	-0.0042
O	-0.0007	0.0027	-0.013
O	0.0006	0.0001	0.0015
O	-0.0029	-0.0004	0.0024
O	-0.0012	0.0016	-0.0026
O	0.007	0.001	0.0001
O	-0.0012	0.0003	0.0005
O	-0.0008	-0.0003	0.0026
O	0.0007	-0.0008	0.0014
O	0.0012	-0.0006	-0.0011
O	-0.0003	0.0009	0.0028
O	-0.0006	-0.0017	0.0005
O	0.0034	0.0001	0.0024
O	0.0003	0.0001	0.0006
O	0.0025	0.005	-0.0028
O	0.0082	0.0006	-0.0077
O	0.0073	-0.0014	-0.0175
O	0.0025	-0.0018	-0.0067
O	0.0094	0	-0.0032
O	0.0024	0.0011	-0.0023
O	-0.0129	-0.0039	0.0045
O	-0.0003	0.0012	0.0016
O	-0.0019	0.006	0.0019
O	0.0012	0	0.0011
O	0.0011	0.0004	0.0028
O	0.0023	0.0008	0.0016
O	-0.0032	0.0023	-0.0001
O	0.0081	0.0025	0.0078
O	0.0004	0.0029	-0.0003
O	-0.001	0	0.0003
O	0.0002	0.0033	0.0061
O	0.0055	-0.0063	0.005
O	-0.0016	0.0053	0.0058
O	-0.0036	0.0002	-0.0012
O	0.0002	-0.0007	0.0005
O	0.001	-0.0027	0.0113
O	0	-0.0018	0.0012
O	-0.0012	-0.0033	0.0103

The program warned: the cutoff lies below the one the program advises for these potential files; the forces do not sum to zero within the program's tolerance; the exchange-correlation potential is rough where the density is thin.
